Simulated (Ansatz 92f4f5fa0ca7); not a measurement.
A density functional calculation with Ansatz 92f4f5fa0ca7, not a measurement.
Periodic cell of 309 atoms, Si219O90, from a study of silicon, its oxide and their interface. The atomic structure is a simulated model.
Doubt: the cutoff is far below the 930 eV that the study's wrapper takes by default for these files, so forces and energies are approximate.

Settings
functional: PBE
potential files: Ansatz PAW
basis: plane waves
wave-function cutoff: 580 eV
density cutoff ratio: 5
exchange-correlation grid ratio: 1
k mesh: 1 x 1 x 1, Gamma-centred
self-consistency stop: 5e-08 eV per atom in the density residual
occupations: fixed
spin: none
net charge: 0

Cell vectors (angstrom)
a 11.6015 0 0
b 0 10.938 0
c 0 0 43.6667

Atoms and the computed forces on them: element, x, y, z (angstrom), force x, y, z (eV/angstrom)
Si 0 0 42.6982 0.0021 0.0496 -0.0009
Si 3.8672 0 42.6982 0.0029 0.0712 -0.0112
Si 7.7343 0 42.6982 0.0029 0.0184 0.0118
Si 1.9336 1.3673 42.6982 0.0015 -0.0238 0.0007
Si 5.8008 1.3673 42.6982 0.0033 -0.0389 -0.009
Si 9.6679 1.3673 42.6982 0.0027 -0.0467 -0.0047
Si 0 5.469 42.6982 0.0015 0.0318 0.0044
Si 3.8672 5.469 42.6982 -0.0017 0.0413 0.0007
Si 7.7343 5.469 42.6982 -0.0002 0.0306 0.0129
Si 1.9336 6.8362 42.6982 -0.0014 -0.0487 -0.008
Si 5.8008 6.8362 42.6982 0.0038 -0.0199 0.0061
Si 9.6679 6.8362 42.6982 -0.0026 -0.0216 0.0098
Si 1.9336 2.7345 40.7646 0.0059 -0.0206 0.0506
Si 5.8008 2.7345 40.7646 -0.0226 -0.0112 -0.0523
Si 9.6679 2.7345 40.7646 0.0119 -0.0067 -0.0584
Si 0 4.1018 40.7646 0.0275 -0.0618 0.0297
Si 3.8672 4.1018 40.7646 -0.0088 -0.0615 0.0121
Si 7.7343 4.1018 40.7646 0.0041 -0.081 0.0542
Si 1.9336 8.2035 40.7646 0.0095 0.0021 -0.0536
Si 5.8008 8.2035 40.7646 0.0035 0.0018 0.0572
Si 9.6679 8.2035 40.7646 0.0106 -0.0089 0.064
Si 0 9.5708 40.7646 -0.0057 -0.0601 -0.0427
Si 3.8672 9.5708 40.7646 0.0019 -0.0602 -0.1293
Si 7.7343 9.5708 40.7646 0.0002 -0.0366 0.0614
Si 0 0 2.8987 0.0003 0.0464 0.006
Si 3.8672 0 2.8987 0.0005 0.0517 0.0029
Si 7.7343 0 2.8987 -0.0034 0.0368 0.0072
Si 1.9336 1.3673 2.8987 -0.0021 -0.0395 0.0034
Si 5.8008 1.3673 2.8987 0.0015 -0.0208 -0.014
Si 9.6679 1.3673 2.8987 -0.0014 -0.0452 -0.001
Si 0 5.469 2.8987 -0.0019 0.0292 -0.0002
Si 3.8672 5.469 2.8987 0.0003 0.0419 0.003
Si 7.7343 5.469 2.8987 -0.0022 0.0416 0.009
Si 1.9336 6.8362 2.8987 -0.0006 -0.0363 -0.005
Si 5.8008 6.8362 2.8987 -0.0045 -0.0291 -0.0033
Si 9.6679 6.8362 2.8987 0.0023 -0.0483 0.0065
Si 1.9336 2.7345 0.9651 0.0004 0.0292 0.0071
Si 5.8008 2.7345 0.9651 -0.0002 0.0293 -0.0003
Si 9.6679 2.7345 0.9651 0.0011 0.0429 0.0038
Si 0 4.1018 0.9651 -0.0005 -0.0287 -0.0036
Si 3.8672 4.1018 0.9651 0.0005 -0.038 -0.002
Si 7.7343 4.1018 0.9651 -0.0011 -0.0342 -0.0026
Si 1.9336 8.2035 0.9651 -0.0006 0.0373 -0.0003
Si 5.8008 8.2035 0.9651 0.0021 0.0235 0.0039
Si 9.6679 8.2035 0.9651 -0.0031 0.032 0.0099
Si 0 9.5708 0.9651 -0.002 -0.0437 -0.0038
Si 3.8672 9.5708 0.9651 0.003 -0.0551 -0.0073
Si 7.7343 9.5708 0.9651 0.0008 -0.0267 0.0034
Si -0.0025 0.0126 6.7706 -0.0008 -0.0113 -0.0002
Si 3.8609 0.0167 6.7693 0.0003 -0.0166 -0.0005
Si 7.7321 0.0116 6.7665 -0.0013 -0.0136 -0.0012
Si 1.9282 1.3822 6.777 0.0018 0.0176 0.007
Si 5.7996 1.3752 6.7582 -0.0057 0.0071 0.0036
Si 9.6633 1.3732 6.7729 0.0045 0.0145 0.0028
Si -0.0045 5.4831 6.7595 0.0021 -0.0102 0.0005
Si 3.8633 5.4843 6.7673 -0.0021 -0.0132 0.001
Si 7.7352 5.4823 6.7728 -0.0003 -0.0137 0.0031
Si 1.9291 6.8472 6.7671 0.0019 0.0121 0.0036
Si 5.7981 6.8458 6.7696 0.003 0.0128 0.0035
Si 9.6676 6.8497 6.7829 -0.0045 0.0155 0.003
Si 1.9336 2.7345 4.8323 -0.0075 0.0514 0.0278
Si 5.8008 2.7345 4.8323 -0.005 0.0543 -0.0696
Si 9.6679 2.7345 4.8323 0.0005 0.0475 0.0375
Si 0 4.1018 4.8323 -0.003 0.0114 -0.013
Si 3.8672 4.1018 4.8323 -0.007 0.0107 0.0475
Si 7.7343 4.1018 4.8323 0.0045 0.0255 0.0679
Si 1.9336 8.2035 4.8323 -0.0056 0.056 -0.0254
Si 5.8008 8.2035 4.8323 0.0061 0.0403 -0.0047
Si 9.6679 8.2035 4.8323 -0.0067 0.048 0.0736
Si 0 9.5708 4.8323 0.0036 0.0136 0.0505
Si 3.8672 9.5708 4.8323 -0.0124 0.0141 0.0618
Si 7.7343 9.5708 4.8323 -0.0015 0.0022 0.0338
Si -0.1951 -0.0745 31.0142 0.005 -0.0156 -0.0073
Si 3.6699 0.193 30.8494 -0.0038 -0.0182 -0.0047
Si 7.5529 -0.1456 31.1899 0.0024 -0.0098 0.0002
Si 1.6864 1.3649 31.1599 0.0037 0.014 0.0023
Si 5.7345 1.3927 30.933 0.0059 0.0163 0.0032
Si 9.4432 1.2166 31.1035 -0.0086 0.0172 -0.0018
Si 0.1594 5.3041 31.2051 0.0046 -0.0105 0.0007
Si 4.1242 5.2864 31.1389 -0.0073 -0.011 0.0035
Si 8.0351 5.5992 31.2891 -0.0049 -0.0085 0.003
Si 2.1592 6.5705 31.1144 -0.0002 0.0076 0.0029
Si 5.9688 6.7573 31.2231 0.0041 0.0071 -0.0003
Si 10.0106 6.8592 31.3415 -0.0047 0.0078 -0.0031
Si 1.9045 2.6559 33.1257 -0.0028 0.0011 -0.0083
Si 5.8335 2.6439 32.9985 -0.0023 -0.0003 -0.0068
Si 9.6307 2.6754 33.0035 0.001 0.0019 -0.0112
Si 11.5976 3.995 33.1311 0.0021 -0.0025 -0.0099
Si 3.895 3.9617 33.0662 0.0056 -0.0049 -0.0148
Si 7.7438 4.082 33.0858 0.0007 -0.0078 -0.0168
Si 1.9737 8.1396 32.9357 0.0007 0.0013 -0.015
Si 5.776 8.1576 33.1079 0.0038 0.0008 -0.0085
Si 9.7114 8.2546 33.1739 0.0029 0.0023 -0.0112
Si 11.6395 9.5508 33.0024 0.0012 0.0011 -0.0032
Si 3.8665 9.5766 32.8136 0.0004 0.0012 -0.0094
Si 7.691 9.5102 33.1514 -0.0056 -0.0001 -0.0077
Si 11.6511 -0.0216 34.9447 0.0011 0.0041 -0.004
Si 3.9038 -0.0646 34.8584 0.0024 -0.0021 0.0025
Si 7.7613 -0.0305 35.0304 -0.0023 0.0056 -0.0063
Si 1.9872 1.3007 35.0216 0.0001 -0.0041 -0.0025
Si 5.8317 1.3099 34.9492 -0.0002 -0.0022 -0.0017
Si 9.6965 1.3195 34.9464 0 -0.003 -0.0012
Si 11.5925 5.4595 34.9807 -0.0017 -0.0004 -0.0024
Si 3.8484 5.4107 34.9566 0.0021 0 -0.0027
Si 7.7142 5.451 35.0048 -0.0017 0.0003 -0.0007
Si 1.9384 6.8116 34.9177 -0.0011 0.0026 -0.0006
Si 5.7621 6.7867 35.016 -0.0036 -0.0001 -0.0021
Si 9.6549 6.8051 35.0247 0.0045 -0.0002 0.0006
Si 1.9477 2.708 36.9213 -0.0045 -0.0099 0.0051
Si 5.7962 2.7066 36.8796 0.0029 -0.0141 0.0021
Si 9.6822 2.7142 36.8779 0.0032 -0.0113 0.0072
Si 0.0155 4.0815 36.9031 -0.0018 0.0074 0.0097
Si 3.8669 4.0764 36.9062 0.0026 0.0097 0.0091
Si 7.7348 4.0683 36.9119 -0.0014 0.0077 0.01
Si 1.943 8.1771 36.8661 -0.0027 -0.0117 0.0017
Si 5.7967 8.1755 36.9238 0.0013 -0.0053 0.0034
Si 9.6735 8.183 36.9361 0.0008 -0.0056 0.0073
Si 0.0078 9.5434 36.8803 0.0038 0.0073 0.0092
Si 3.8761 9.5452 36.8459 -0.0001 0.0149 0.0041
Si 7.7368 9.5349 36.9404 -0.0029 0.0034 0.0107
Si 0.004 -0.0128 38.8195 -0.0053 -0.0228 -0.0126
Si 3.8667 -0.0166 38.8035 0.0001 -0.0244 -0.0127
Si 7.7333 0.0005 38.8414 0.0024 -0.0155 -0.006
Si 1.936 1.3468 38.8453 0.0002 0.0169 -0.004
Si 5.7951 1.3543 38.8274 -0.0012 0.0208 -0.0091
Si 9.6739 1.3557 38.8256 -0.0012 0.0236 -0.0111
Si 0.0132 5.4599 38.8325 0.0019 -0.0197 -0.0089
Si 3.8714 5.4621 38.8308 -0.0009 -0.0196 -0.0078
Si 7.7393 5.4561 38.8352 0.0021 -0.0176 -0.0085
Si 1.9427 6.83 38.8229 -0.0005 0.0201 -0.0083
Si 5.8042 6.8165 38.849 0.0026 0.0141 -0.0034
Si 9.6774 6.8122 38.8514 0.0013 0.0173 -0.0013
Si 1.9265 2.7669 8.712 -0.0007 -0.0064 -0.0123
Si 5.7967 2.7633 8.6733 0.0043 0.0022 -0.0098
Si 9.6609 2.7488 8.7081 -0.0044 -0.0066 -0.0081
Si -0.0192 4.1221 8.692 0.0047 0.0055 -0.0089
Si 3.8639 4.1292 8.7108 0.0002 0.0041 -0.0099
Si 7.7375 4.1278 8.7202 -0.0048 0.0063 -0.0061
Si 1.9265 8.2283 8.6961 -0.0017 -0.0015 -0.0155
Si 5.7929 8.2375 8.6916 -0.0028 -0.0067 -0.0135
Si 9.6647 8.2342 8.722 0.0051 -0.0113 -0.0098
Si -0.0051 9.6032 8.7209 0.0013 0.0047 -0.0046
Si 3.8565 9.6018 8.7166 -0.0007 0.0078 -0.0089
Si 7.7333 9.5894 8.7058 -0.002 0.0092 -0.0059
Si 11.6052 0.0483 10.6579 -0.0003 0.0027 0.0025
Si 3.8528 0.0385 10.6618 -0.0012 0.0024 0.0018
Si 7.737 0.0331 10.6298 0.0007 0.0026 0.0013
Si 1.9298 1.4174 10.6573 0.0006 -0.0027 0.0029
Si 5.81 1.3808 10.5765 -0.0001 -0.006 0.0015
Si 9.6557 1.3991 10.658 0 -0.0022 0.0036
Si 11.562 5.5151 10.603 -0.0016 0.0016 0.0011
Si 3.8754 5.5101 10.646 -0.0001 0.0006 -0.0008
Si 7.7358 5.529 10.6482 0.0006 -0.0036 -0.0003
Si 1.9102 6.8343 10.6026 0.0022 -0.0039 0.0036
Si 5.8071 6.8751 10.6154 0.0009 -0.0012 0.0076
Si 9.6582 6.9149 10.6925 0.0004 0.0037 0.0034
Si 1.9101 2.8454 12.5568 -0.001 0.0031 0.0022
Si 5.8364 2.7374 12.4852 0.001 0.0058 -0.0001
Si 9.595 2.8077 12.5717 -0.0046 0.0038 -0.0003
Si 11.5374 4.1467 12.5151 0.0013 -0.0026 0.0042
Si 3.9172 4.1102 12.5579 -0.0007 -0.0028 0.0032
Si 7.7158 4.2202 12.6151 0.0023 -0.0003 0.0035
Si 1.8848 8.1599 12.542 -0.001 0.0053 0.0017
Si 5.8065 8.2708 12.5193 -0.0014 0.0025 0.0026
Si 9.6593 8.3332 12.6377 0.0012 0.0001 0.0021
Si 11.6303 9.6671 12.6228 -0.0007 -0.0031 0.0034
Si 3.8156 9.4982 12.5304 0.0015 -0.0035 0.0023
Si 7.72 9.6893 12.6185 0.0007 -0.0011 0.003
Si 11.5941 0.243 14.5135 -0.0027 -0.0026 -0.0005
Si 3.752 -0.0428 14.3951 -0.0041 -0.0072 0.002
Si 7.7093 0.0648 14.6456 -0.005 -0.0068 -0.0034
Si 2.0463 1.5148 14.4933 -0.0014 0.0066 -0.0014
Si 5.7104 1.2861 14.3599 0.0068 0.0041 0.0011
Si 9.6413 1.5299 14.5688 0.0036 0.0044 0.0005
Si 11.5222 5.5083 14.4361 0.0009 -0.0049 -0.0017
Si 3.9795 5.4409 14.5263 -0.0014 -0.0034 0.0006
Si 7.7355 5.6817 14.5627 -0.0017 -0.0013 -0.0019
Si 1.9724 6.6513 14.3895 -0.0019 0.0024 -0.0003
Si 5.8085 6.9852 14.4799 0.0055 0.0039 -0.0024
Si 9.752 7.0505 14.6433 -0.0001 0.0053 -0.0019
O 9.9944 7.986 16.0296 0.0001 0.0003 0.0011
O 7.6555 9.9407 15.9551 0.0005 0.002 0.0002
O 7.4019 4.7413 15.8992 0.0009 -0.0008 0.006
O 3.3724 10.3585 15.9464 0.0005 0.0012 -0.0005
O 2.0346 7.5614 15.7643 0 0.0007 0.0011
O 4.0044 4.5941 15.9828 0 0 0.0009
O 9.7754 2.4569 15.9582 -0.0005 -0.0004 0.0003
O 2.613 2.3509 15.8543 0.0016 -0.0004 0.0006
O 11.3826 4.5811 15.8064 -0.001 -0.0007 0.0005
O 5.3621 2.3755 15.56 -0.0012 0.0002 -0.0022
O 5.8098 7.9888 15.8199 -0.001 0.002 0.0008
O 11.3177 10.3255 15.8954 -0.0002 -0.0003 0.0029
O 11.278 10.0739 29.5365 -0.0022 -0.0002 0
O 3.2282 10.7069 29.2715 0.0019 0.0019 -0.003
O 5.7783 7.7597 29.9034 0.0006 0.003 -0.0017
O 4.2221 4.4404 29.6884 0.0036 -0.0011 -0.0036
O 7.6836 9.6739 29.9326 -0.0022 -0.0017 -0.004
O 10.3212 7.6593 29.9204 0.0006 0.0002 -0.0013
O 1.6173 2.39 29.8542 -0.0028 -0.0007 -0.0033
O 5.945 2.4284 29.6257 -0.0017 -0.0016 -0.0042
O 8.4444 4.6926 29.9546 0.001 -0.0007 -0.0025
O -0.0738 4.4368 29.7852 -0.0003 -0.0013 -0.0028
O 2.3377 7.3612 29.6726 -0.0005 -0.0006 -0.0077
O 9.1245 1.8716 29.6079 0.0018 -0.001 -0.0037
Si 1.9102 7.7902 17.3471 -0.0009 0.0008 0.0002
Si 5.0378 0.5738 25.4314 0.0005 0.0003 -0.0042
Si 2.4901 5.4212 21.7571 0.0004 -0.0007 0.0019
Si 10.5587 3.8651 21.7914 -0.0005 0.0005 0.0018
Si 8.2754 2.3865 23.0013 -0.0008 -0.0001 0.0006
Si 9.5481 2.2357 28.0829 0.0005 -0.0032 -0.005
Si 10.5043 3.657 16.8125 -0.0011 0.0011 -0.0017
Si 0.0286 2.3211 19.3042 -0.0005 0.0002 -0.0009
Si 11.0238 8.1362 23.133 -0.0005 0.002 0.0022
Si 5.1637 6.934 21.7291 0.0006 0 0.003
Si 5.7516 2.6209 18.8542 0.0009 0.0006 -0.0008
Si 8.5802 7.6609 27.1295 -0.0001 -0.0011 -0.0073
Si 8.1186 4.8373 28.3698 -0.0004 -0.0002 -0.0045
Si 5.9214 9.5867 22.9418 -0.0004 -0.0005 -0.0003
Si 2.1146 7.6271 28.0873 0.0023 -0.0011 -0.001
Si 1.9242 4.8849 26.5306 -0.0008 -0.0025 -0.0034
Si 4.4932 3.4355 25.7574 0.0004 0.0024 -0.0011
Si 8.5057 8.9227 24.5582 -0.0019 -0.0008 -0.0029
Si 0.8266 9.4856 21.0359 0.0003 0.001 0.0019
Si 9.9068 10.6571 19.4584 0.0001 -0.0001 -0.001
Si 5.3515 3.6961 28.7597 -0.0049 -0.0013 -0.0039
Si 0.589 5.5225 24.0004 -0.0015 -0.0013 -0.0009
Si 10.7803 9.1584 16.8813 -0.0008 0.0003 -0.002
Si 6.5675 8.8863 29.0317 0.001 -0.0037 -0.0023
Si 7.1143 7.1111 19.2222 0 0.0017 0.0001
Si 2.6712 0.7407 19.9526 0.0009 0 0.0003
Si 10.8915 8.67 28.7818 -0.0005 0.0006 -0.0045
Si 6.0317 4.3247 23.3747 0.0009 0.0019 0.0006
Si 7.0827 0.4923 20.7141 0 0.0008 0.0018
Si 4.059 2.9873 16.3295 -0.0024 0.0016 0.0004
Si 0.8758 6.7439 19.6349 -0.0002 0.0009 -0.0008
Si 6.5672 9.0522 16.8113 -0.0001 -0.0003 -0.0012
Si 0.6657 3.2788 28.8877 0.0015 0.0008 -0.0042
Si 9.7976 6.5114 20.6296 -0.0016 0.0006 0.0003
Si 7.7129 4.5417 17.4844 -0.0007 -0.0006 -0.0026
Si 3.9864 10.0642 27.9625 -0.0038 0.0014 -0.0049
Si 4.2615 3.0404 21.2654 -0.0008 -0.0003 0.0006
Si 3.852 10.0181 17.4746 -0.0001 0.0007 -0.0002
Si 8.0558 0.7751 25.774 -0.0006 -0.0002 -0.0031
O 11.5019 3.2305 20.6384 -0.0001 0.0007 -0.0014
O 9.3374 4.4804 17.6203 0.0012 -0.0004 0.001
O 8.8064 3.5968 27.5976 -0.0001 -0.0013 -0.0006
O 4.0389 -0.0689 26.5525 -0.0003 -0.0008 0.0005
O 11.3291 4.5369 23.0499 -0.0008 0.0008 0.0005
O 9.8509 9.8006 18.0612 -0.0004 0.0005 0.0011
O 3.7646 1.5368 20.8723 -0.0004 0.0005 -0.0002
O 0.6496 9.0656 22.6024 -0.0002 -0.0003 -0.0007
O 6.4746 0.9713 26.1254 0.0003 0.0005 0.0003
O 4.7578 3.16 27.3485 0.0002 -0.0015 -0.0019
O 6.2506 1.186 19.4821 -0.0003 0.0007 -0.0006
O 0.5363 8.6332 17.6059 0.0017 0.0005 0.0019
O 5.6377 4.3148 24.9691 -0.0013 -0.0007 0.0002
O 8.4418 7.2046 20.1319 -0.0004 0.0012 -0.0005
O 4.406 2.6425 17.8931 0 0.0003 0.0011
O 2.0746 5.6438 23.3159 -0.0016 -0.0003 -0.0013
O 3.3737 0.0737 18.652 -0.0003 -0.0002 -0.0001
O 5.8872 7.2204 20.2882 0.0002 -0.0002 -0.0016
O 2.31 6.3435 27.1237 0.0009 0.0007 -0.0006
O 0.6516 4.9405 25.5164 0.0009 0.0004 -0.0007
O 8.4117 10.6933 20.1089 -0.0001 0.0007 0.0002
O 5.4719 10.0753 17.4392 -0.0005 0.0017 -0.0004
O 0.5979 8.1835 27.9432 -0.0024 0.0001 -0.0016
O 9.7657 2.6088 22.4308 0 0.0008 -0.0041
O 1.9988 10.595 20.9576 -0.0006 0.0003 -0.0015
O 9.9473 9.1046 23.8464 -0.0003 0 0.0011
O 6.1462 10.3569 21.5156 0.0003 0.0007 -0.0037
O 7.4625 1.5993 21.8413 -0.0021 -0.0006 -0.0016
O 1.6409 3.9136 27.7803 0.0001 0.0003 -0.001
O 5.8999 5.7902 22.6579 -0.0001 -0.0002 -0.0023
O 7.3428 8.9434 23.432 0.0008 0.0007 -0.0021
O 1.506 1.6766 19.3416 -0.0006 0.0007 -0.001
O 7.1959 8.2904 18.1006 -0.0003 0.0002 -0.0001
O 4.3239 1.9816 25.0229 0.0011 -0.0005 -0.0023
O 7.0337 3.1671 18.0175 -0.0002 0.0006 0.0016
O 11.5504 7.0094 24.1711 -0.0003 0 0
O 8.2829 10.1348 25.5845 -0.0026 0 -0.0009
O 3.2595 8.5456 17.8448 -0.0002 0.0002 0.0002
O 7.5801 3.8378 23.2613 -0.0008 -0.0007 0.0009
O 3.1341 4.2943 25.6399 -0.0019 -0.0004 -0.0006
O 2.9018 3.8942 21.4288 -0.0003 0.0002 0.0002
O 1.331 8.2069 20.1799 0.0004 -0.0004 -0.0002
O 1.2051 5.6831 20.8074 0.0001 0.0006 -0.0022
O 4.9777 8.3035 22.6015 -0.0005 -0.0003 -0.0006
O 11.1703 2.3811 28.078 -0.0007 -0.0009 -0.0023
O 10.9764 9.9956 20.4922 -0.0001 0.0004 -0.0009
O 5.2929 3.5785 20.1048 -0.0011 0 -0.0006
O 5.0795 3.1981 22.6592 -0.0003 0.0004 -0.0018
O 6.4873 4.7919 28.3036 0.0026 -0.0006 -0.0028
O 8.3944 1.5597 24.3925 0.0009 -0.0014 0.0011
O 10.4059 1.2465 19.1926 0.0005 0.001 0.0004
O 10.8712 6.6117 19.3973 0.0003 0.0013 0.0007
O 3.2546 8.6686 27.5941 -0.0003 0.0003 -0.0014
O 1.7143 6.4423 18.2605 -0.0002 0.0004 0.0015
O 7.1645 8.1908 27.7088 -0.0016 -0.0008 -0.0004
O 8.4967 7.5798 25.4971 -0.0003 -0.0003 0
O 3.6735 6.4346 21.3475 -0.0005 -0.0006 -0.0001
O 9.5623 4.9649 21.0945 -0.0003 0.0015 -0.0005
O 5.518 9.9839 28.4935 0.0008 0.0008 -0.0008
O 10.3264 7.3745 21.8865 -0.0007 -0.0005 -0.0011
O 8.78 6.157 27.7057 0.0007 -0.0012 -0.0023
O 7.0664 5.7142 18.3962 0.0009 0.0007 0.0021
O 5.2671 10.5396 24.1179 -0.0006 0.0013 -0.0003
O 9.0525 1.1406 26.9994 0.0015 -0.0005 -0.0001
O 11.5727 3.1719 17.9241 0.0006 -0.0007 0.0014
O 9.7406 8.6995 27.6282 0.0016 -0.0014 -0.0021

Results
free energy: -190401.271 eV
free energy less fixed offsets of O -568.88, Si -635.61 eV per atom: -3.481 eV

The program warned: the cutoff lies below the one the program advises for these potential files; the forces do not sum to zero within the program's tolerance; the exchange-correlation potential is rough where the density is thin.
